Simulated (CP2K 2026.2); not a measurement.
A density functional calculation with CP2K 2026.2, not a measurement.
Periodic cell of 530 atoms, Si368O162, from a study of silicon, its oxide and their interface. The atomic structure is a simulated model.
Doubt: the forces sum to 2.44 eV/angstrom along one axis rather than to zero, so they err by at least 0.0046 eV/angstrom per atom on average; the grid cutoff is modest.

Settings: functional PBE; method Gaussian and plane waves; basis set DZVP-MOLOPT-SR-GTH; pseudopotentials GTH-PBE; grid cutoff 350 Ry, relative cutoff 50 Ry; k points Gamma only; occupations fixed; spin none; net charge 0.

Cell vectors (angstrom)
a	15.3871	0	0
b	0	15.3871	0
c	2.7527	-3.021	39.7112

Atoms and the computed forces on them: element, x, y, z (angstrom), force x, y, z (eV/angstrom)
Si	14.399	12.453	31.534	-0.336	-0.057	0.583
Si	14.433	0.241	31.284	-0.218	0.142	0.721
Si	15.088	5.219	30.71	-0.058	-0.022	0.138
Si	13.572	7.872	30.651	0.014	0.06	0.339
Si	17.48	12.43	31.571	0.339	-0.209	0.553
Si	17.499	0.221	31.15	-0.077	-0.05	0.188
Si	2.701	5.573	31.006	-0.03	-0.025	0.152
Si	3.296	8.595	30.932	-0.082	0.092	0.12
Si	8.579	10.233	30.245	0.026	0.013	0.105
Si	6.746	1.486	30.818	0.02	-0.116	0.164
Si	6.495	6.59	29.014	-0.004	0.038	0.134
Si	6.224	8.75	31.286	-0.189	-0.287	0.734
Si	11.103	12.374	33.834	0.26	0.02	0.648
Si	9.574	0.337	30.88	0.107	-0.032	0.165
Si	10.012	5.214	31.648	0.273	-0.164	0.644
Si	11.216	8.544	33.746	0.025	-0.021	0.057
Si	3.359	12.307	33.545	-0.551	0.001	0.188
Si	3.494	0.853	33.845	0.246	-0.126	0.692
Si	3.525	4.691	33.825	0.182	0.055	0.762
Si	3.457	8.636	33.837	0.291	-0.17	0.531
Si	6.456	12.4	33.686	0.077	-0.022	0.732
Si	5.891	0.813	33.684	-0.176	0.114	0.704
Si	5.905	4.83	33.785	-0.103	-0.211	0.694
Si	5.892	8.495	33.637	-0.051	0.043	0.017
Si	8.945	12.747	31.652	0.086	-0.024	0.215
Si	11.207	0.818	33.578	0.246	0.018	0.682
Si	11.209	4.732	33.614	0.026	0.018	0.044
Si	10.596	8.156	31.528	0.208	0.181	0.698
Si	13.5	12.32	33.674	-0.002	0.008	0.067
Si	13.645	0.753	33.495	-0.003	-0.011	0.013
Si	13.695	4.647	33.529	-0.303	0.052	0.642
Si	13.63	8.461	33.688	-0.206	0.065	0.682
Si	2.908	-1.157	34.917	-0.046	0.046	-0.061
Si	2.91	2.777	35.035	-0.054	0.026	-0.074
Si	2.879	6.647	34.967	-0.044	-0.068	-0.077
Si	2.948	10.532	35.057	-0.034	-0.029	-0.009
Si	6.596	-1.039	34.979	0.024	0.033	-0.057
Si	6.594	2.792	34.815	0.028	0.026	-0.098
Si	6.544	6.688	35.017	0.078	-0.037	-0.029
Si	6.61	10.4	34.904	0.057	-0.004	-0.036
Si	10.607	-1.026	34.971	-0.035	-0.005	-0.058
Si	10.629	2.769	34.822	-0.034	-0.009	-0.052
Si	10.655	6.604	34.967	-0.032	0.015	-0.016
Si	10.612	10.423	35.024	-0.055	0.03	-0.043
Si	14.201	-1.122	34.859	0.058	-0.016	-0.048
Si	14.25	2.702	34.774	0.045	-0.026	-0.078
Si	14.251	6.54	34.896	0.03	-0.017	-0.057
Si	14.245	10.422	34.876	0.033	-0.008	-0.093
Si	16.243	-1.114	36.123	0.019	-0.008	0.01
Si	16.226	2.753	36.152	-0.013	0.006	-0.03
Si	16.248	6.601	36.181	-0.018	0.036	0.018
Si	16.25	10.481	36.176	0.029	-0.013	0.035
Si	4.738	-1.102	36.412	-0.02	0.046	-0.008
Si	4.807	2.792	36.404	0.02	0.019	-0.009
Si	4.707	6.671	36.464	0.039	-0.009	-0.004
Si	4.818	10.514	36.447	-0.009	-0.017	-0.021
Si	8.599	-1.035	36.219	0.014	-0.044	0.032
Si	8.605	2.773	36.102	0.013	0.003	-0.022
Si	8.611	6.63	36.186	-0.012	0.003	-0.001
Si	8.583	10.407	36.22	-0.005	0.037	-0.01
Si	12.447	-1.074	36.421	0.024	0.003	-0.027
Si	12.454	2.739	36.319	-0.002	-0.01	-0.024
Si	12.469	6.576	36.436	-0.042	-0.006	-0.04
Si	12.475	10.425	36.438	0.005	-0.031	-0.022
Si	16.254	12.391	37.572	0.007	0.005	-0.012
Si	16.261	0.82	37.529	0.014	0.002	-0.011
Si	16.254	4.672	37.56	0.016	0.005	0
Si	16.265	8.541	37.561	0.001	-0.002	-0.01
Si	4.777	12.408	37.785	-0.014	0.018	0.037
Si	4.757	0.85	37.712	-0.001	0.003	0.048
Si	4.759	4.71	37.741	-0.011	-0.005	0.058
Si	4.745	8.586	37.774	-0.006	0.009	0.037
Si	8.589	12.382	37.563	0.015	0.01	0.004
Si	8.604	0.889	37.573	-0.007	-0.006	-0.01
Si	8.595	4.681	37.536	0.003	-0.018	0.007
Si	8.608	8.515	37.619	0.012	0.002	0.005
Si	12.447	12.374	37.735	0.011	0.008	0.019
Si	12.45	0.857	37.717	0.002	0.002	0.03
Si	12.454	4.636	37.714	-0.008	0.004	0.02
Si	12.466	8.507	37.758	-0.002	-0.019	0.043
Si	2.774	12.386	39.003	-0.024	0.013	0.003
Si	2.775	0.847	38.972	-0.003	0.017	0.008
Si	2.772	4.676	38.991	0.002	-0.01	-0.004
Si	2.764	8.555	39.013	0	-0.002	0.005
Si	6.736	12.4	39.044	0.014	0.003	0.005
Si	6.714	0.852	39.007	-0.001	0.017	0.001
Si	6.725	4.696	39.009	-0.001	0.002	0.002
Si	6.714	8.536	39.039	0.004	-0.014	0.021
Si	10.477	12.377	39.003	-0.01	-0.013	-0.004
Si	10.489	0.863	39.004	-0.005	-0.02	0.02
Si	10.483	4.667	38.986	-0.026	0.016	0.013
Si	10.5	8.523	39.032	-0.007	-0.002	0.02
Si	14.394	12.389	39.03	0.009	-0.001	0.009
Si	14.404	0.843	39.004	0.009	-0.01	0.015
Si	14.396	4.671	39.02	0.005	0.005	0.015
Si	14.415	8.531	39.037	-0.006	0.017	0.006
Si	15.387	1.939	11.554	-0.009	-0.006	-0.005
Si	15.417	5.802	11.543	-0.006	0.001	-0.012
Si	15.422	9.644	11.574	-0.015	-0.008	-0.016
Si	15.424	13.47	11.581	-0.011	0.007	-0.006
Si	3.973	1.94	11.554	0.019	-0.004	-0.007
Si	3.973	5.792	11.544	0.02	0.02	-0.009
Si	3.963	9.646	11.546	0.017	-0.011	-0.028
Si	3.97	13.473	11.573	0.022	-0.001	-0.008
Si	7.722	1.939	11.578	-0.013	0.013	0.002
Si	7.718	5.797	11.544	0.005	-0.005	-0.003
Si	7.725	9.641	11.557	-0.034	0.002	-0.006
Si	7.726	13.485	11.579	-0.03	-0.01	-0.008
Si	11.627	1.941	11.571	0.014	0.012	0.001
Si	11.652	5.804	11.532	0.003	0.004	-0.016
Si	11.687	9.65	11.54	-0.003	0.003	-0.006
Si	11.648	13.468	11.559	0.016	-0.014	-0.011
Si	13.501	1.939	13.014	0.003	-0.005	-0.003
Si	13.528	5.842	12.974	0.011	0.005	-0.005
Si	13.544	9.647	13.033	-0.023	-0.003	0.01
Si	13.522	13.434	13.009	0.022	0.007	0
Si	1.987	1.937	12.782	-0.027	-0.002	-0.019
Si	2.004	5.81	12.8	-0.013	-0.025	-0.035
Si	2.01	9.638	12.83	-0.014	-0.005	-0.009
Si	2.012	13.453	12.854	0.004	0.046	-0.014
Si	5.844	1.944	13.03	-0.003	0.001	-0.007
Si	5.849	5.783	13.001	-0.008	-0.023	-0.007
Si	5.83	9.647	13	0.029	0.004	0
Si	5.847	13.482	13.037	0.01	0.019	0.006
Si	9.674	1.945	12.876	-0.012	0.031	-0.037
Si	9.689	5.787	12.8	-0.014	-0.007	-0.04
Si	9.719	9.659	12.785	-0.003	-0.011	-0.055
Si	9.694	13.494	12.849	-0.007	-0.008	-0.014
Si	13.479	-0.034	14.37	0.023	0.016	-0.019
Si	13.475	3.927	14.331	0.02	-0.033	-0.011
Si	13.575	7.732	14.435	0.043	-0.008	0.004
Si	13.556	11.543	14.475	-0.003	0	0.006
Si	2.009	0.029	14.119	0.014	-0.023	-0.021
Si	1.999	3.869	14.079	0.017	0.005	-0.02
Si	2.022	7.717	14.151	0.025	0	0.046
Si	2.02	11.528	14.2	0.022	0.016	0.033
Si	5.843	0.026	14.439	-0.006	0.003	-0.043
Si	5.859	3.871	14.425	0.003	0.013	-0.029
Si	5.827	7.714	14.372	-0.017	-0.013	-0.019
Si	5.851	11.55	14.428	0.019	-0.002	-0.012
Si	9.679	0.016	14.21	0.034	0.027	0.046
Si	9.658	3.895	14.176	0.027	0.021	0.026
Si	9.751	7.731	14.072	0.006	-0.006	0.016
Si	9.708	11.551	14.14	-0.005	-0.009	0.049
Si	15.527	-0.059	15.518	-0.044	-0.011	0.025
Si	15.521	3.952	15.474	-0.043	-0.013	0.04
Si	15.63	7.758	15.683	-0.072	-0.017	0.067
Si	15.614	11.496	15.73	-0.027	0.041	0.055
Si	3.798	0.032	15.645	0.034	0.024	0.065
Si	3.793	3.881	15.588	0.076	-0.032	0.061
Si	3.824	7.682	15.658	0.036	-0.024	0.023
Si	3.84	11.544	15.701	0.023	0.027	0.042
Si	7.859	0.021	15.719	-0.064	-0.016	0.075
Si	7.866	3.883	15.732	-0.056	0.008	0.102
Si	7.904	7.747	15.482	-0.065	-0.009	0.026
Si	7.898	11.527	15.625	-0.063	0.006	-0.005
Si	11.503	-0.012	15.708	0	-0.014	0.05
Si	11.49	3.931	15.635	0.026	0.036	0.007
Si	11.522	7.722	15.632	0.064	0	0.028
Si	11.488	11.558	15.681	0.045	-0.009	0.065
Si	15.686	1.963	16.644	-0.048	-0.014	-0.75
Si	16.168	5.774	16.832	0.3	0.098	-0.592
Si	16.314	9.614	17.051	-0.002	-0.078	-0.088
Si	16.162	13.482	16.873	0.259	0.024	-0.607
Si	3.353	1.997	16.913	0.229	-0.092	-0.786
Si	3.224	5.737	16.902	-0.029	0.063	-0.038
Si	3.309	9.598	16.961	0.064	-0.026	0
Si	3.204	13.501	16.879	-0.012	-0.067	-0.018
Si	8.574	1.937	16.932	0.172	0.053	-0.662
Si	8.488	5.925	16.796	0.23	-0.23	-0.582
Si	8.482	9.57	16.832	-0.047	0.06	-0.042
Si	8.399	13.441	16.927	-0.024	-0.067	-0.007
Si	10.997	1.981	16.86	0.008	0.043	-0.06
Si	10.885	5.853	16.926	0.018	-0.066	-0.051
Si	10.863	9.604	16.869	-0.11	0.074	-0.61
Si	10.801	13.454	16.946	-0.001	0.006	-0.097
Si	11.679	2.586	19.028	-0.21	-0.256	-0.672
Si	11.81	5.595	19.097	-0.384	0.251	-0.475
Si	12.469	10.209	19.358	-0.218	-0.064	-0.085
Si	14.568	-1.187	19.461	-0.022	-0.014	-0.101
Si	14.399	1.764	19.311	-0.135	-0.019	0.019
Si	14.708	6.411	19.554	0.023	-0.001	-0.182
Si	15.353	9.445	19.209	0.346	-0.009	-0.594
Si	15.98	10.713	22.041	0.045	-0.013	-0.17
Si	4.658	1.226	19.516	0.03	-0.126	-0.082
Si	4.23	5.88	19.027	-0.23	-0.105	-0.615
Si	4.413	9.095	18.98	-0.42	0.233	-0.585
Si	4.512	13.742	18.798	-0.385	-0.022	-0.538
Si	8.723	2.735	19.832	-0.021	-0.099	-0.321
Si	7.249	5.54	19.511	-0.01	0.083	-0.124
Si	7.544	9.784	18.954	0.345	-0.217	-0.581
Si	7.331	12.82	18.931	0.371	0.232	-0.581
Si	11.69	13.284	19.089	-0.344	0.015	-0.496
Si	11.903	0.301	23.758	-0.018	-0.059	-0.029
Si	14.665	-0.103	24.506	-0.015	0.034	-0.08
Si	13.888	9.867	24.087	0.026	-0.032	-0.084
Si	15.828	13.673	21.988	0.002	-0.078	-0.031
Si	3.18	-0.687	21.23	0.084	0.004	-0.149
Si	5.5	3.775	26.427	0.036	-0.06	0.037
Si	4.713	2.887	23.502	0.018	0.01	-0.027
Si	4.9	9.72	21.714	-0.088	0.009	-0.076
Si	10.39	-1.637	21.9	-0.053	-0.7	0.149
Si	6.677	1.788	21.613	-0.012	-0.019	-0.135
Si	6.82	11.648	22.839	0.038	0.01	-0.013
Si	15.414	3.941	21.205	-0.01	0.068	-0.18
Si	2.65	1.028	28.31	-0.063	0.008	0.03
Si	10.929	6.194	21.974	0.019	-0.084	-0.102
Si	15.839	3.281	28.246	-0.117	0.048	0.132
Si	7.469	-1.09	21.732	0.103	-0.108	-0.168
Si	13.795	2.563	23.581	-0.001	-0.067	0.055
Si	8.963	7.197	23.788	0.009	-0.055	-0.065
Si	6.049	11.766	25.749	-0.053	0.006	-0.044
Si	13.313	1.898	28.834	0.028	-0.068	0.054
Si	2.946	11.551	26.294	0.01	-0.063	0.009
Si	16.809	5.671	26.535	0.034	-0.05	-0.007
Si	6.61	-0.604	25.683	-0.045	-0.022	-0.059
Si	14.289	10.505	29.165	-0.037	0.027	0.217
Si	7.078	4.481	31.085	-0.017	0.172	0.088
Si	10.668	5.642	26.698	0.038	0.01	0.041
Si	2.047	10.601	29.131	-0.008	0.016	0.185
Si	9.509	0.121	25.658	0.02	-0.019	-0.048
Si	3.759	5.476	28.304	0.117	0.036	0.044
Si	7.322	7.956	21.366	0.051	0.062	-0.149
Si	2.939	4.806	21.718	-0.016	0.016	-0.174
Si	10.368	8.559	25.981	0.043	0.078	-0.023
Si	11.746	9.199	22.137	-0.029	0.081	-0.088
Si	10.568	1.35	28.241	0.071	-0.012	0.05
Si	8.256	10.397	27.206	0.094	0.083	-0.021
Si	9.904	11.669	22.931	0.213	0.683	-0.235
Si	17.099	-0.937	26.119	0.106	0.013	-0.076
Si	3.943	0.006	24.024	0.012	-0.029	0.007
Si	7.79	5.931	26.432	0.054	0.074	0.001
Si	2.723	9.511	23.875	0.013	0.059	-0.043
Si	12.555	10.856	26.495	-0.024	-0.118	0.058
Si	5.68	1.203	27.886	-0.029	0.129	0.123
Si	10.188	12.45	26.044	-0.074	-0.14	-0.222
Si	2.048	6.595	23.927	0.049	-0.011	-0.034
Si	11.346	4.008	29.103	-0.087	-0.075	0.048
Si	12.551	5.209	24.335	0.026	-0.054	-0.11
Si	14.892	7.181	24.934	-0.036	-0.066	-0.092
Si	15.414	13.492	0.668	0.022	-0.004	0.007
Si	15.426	1.952	0.643	0.032	-0.014	-0.001
Si	15.422	5.78	0.648	0.016	-0.011	0.009
Si	15.423	9.63	0.642	0.025	0.01	0
Si	3.958	13.487	0.678	-0.032	-0.005	0.002
Si	3.964	1.961	0.675	-0.021	-0.009	0.001
Si	3.944	5.793	0.659	-0.032	-0.001	0.005
Si	3.953	9.63	0.674	-0.019	0.002	0.008
Si	7.742	13.48	0.665	0.03	-0.008	0.012
Si	7.738	1.946	0.646	0.032	0.011	0.006
Si	7.738	5.789	0.668	0.023	0.005	0
Si	7.745	9.61	0.657	0.031	0.003	0.004
Si	11.641	13.483	0.674	-0.03	-0.001	0.015
Si	11.636	1.949	0.667	-0.026	0.005	0.006
Si	11.648	5.776	0.67	-0.021	0	0.009
Si	11.644	9.62	0.669	-0.034	0.002	0.005
Si	1.992	13.486	1.991	0	0	-0.016
Si	1.994	1.948	1.984	-0.001	0.001	-0.016
Si	1.988	5.787	1.987	0.004	-0.002	-0.016
Si	1.988	9.63	1.987	0.006	-0.01	-0.015
Si	5.852	13.482	2.062	-0.001	0.002	0.006
Si	5.857	1.951	2.058	-0.002	0	0.01
Si	5.839	5.787	2.053	0.002	0.001	0.008
Si	5.851	9.629	2.055	0.001	-0.007	0.004
Si	9.689	13.483	2.002	0.006	0.005	-0.01
Si	9.683	1.945	1.994	0.005	-0.005	-0.011
Si	9.692	5.785	2	0.004	0.002	-0.008
Si	9.691	9.625	1.998	-0.005	0.009	-0.005
Si	13.531	13.487	2.066	-0.002	0.014	0.004
Si	13.538	1.948	2.049	-0.005	0.007	0.002
Si	13.541	5.783	2.057	-0.007	0.002	0.007
Si	13.541	9.628	2.052	-0.006	-0.008	0.008
Si	1.995	0.024	3.356	-0.005	0.002	-0.002
Si	1.993	3.866	3.36	-0.002	0.005	-0.002
Si	1.991	7.71	3.358	-0.009	-0.001	0.003
Si	1.993	11.558	3.354	0	0.003	-0.005
Si	5.847	0.023	3.41	0.005	-0.001	0.007
Si	5.846	3.869	3.417	0.004	-0.001	0.007
Si	5.843	7.708	3.411	0	0	0.006
Si	5.848	11.555	3.41	0.007	0.005	0.005
Si	9.689	0.022	3.364	-0.002	-0.002	-0.002
Si	9.687	3.863	3.368	-0.007	0.001	-0.003
Si	9.693	7.707	3.368	0.007	-0.001	-0.005
Si	9.689	11.555	3.361	-0.008	-0.001	-0.002
Si	13.536	0.027	3.412	0.003	-0.005	0.008
Si	13.538	3.863	3.415	0.006	0.002	0.006
Si	13.54	7.708	3.412	0.005	-0.003	0.009
Si	13.537	11.555	3.408	0	0.005	0.003
Si	15.476	0.023	4.746	0.002	0.003	-0.003
Si	15.476	3.864	4.752	0.003	-0.003	0.001
Si	15.476	7.71	4.751	-0.001	0	0.003
Si	15.475	11.56	4.746	0.001	-0.003	-0.001
Si	3.904	0.022	4.743	-0.001	0.001	-0.003
Si	3.902	3.864	4.748	-0.003	-0.006	-0.001
Si	3.902	7.711	4.745	-0.001	-0.001	0.001
Si	3.903	11.56	4.741	-0.001	-0.005	-0.002
Si	7.782	0.021	4.75	0.007	-0.002	0.002
Si	7.782	3.866	4.756	0.005	0.006	0.003
Si	7.781	7.709	4.749	0.002	0.003	-0.002
Si	7.783	11.559	4.748	0.004	-0.001	0
Si	11.598	0.023	4.749	-0.003	0.007	0.002
Si	11.598	3.863	4.752	-0.001	0	0.001
Si	11.602	7.711	4.751	-0.004	0.005	0
Si	11.598	11.558	4.745	-0.007	-0.003	0
Si	15.476	13.486	6.106	0	0.01	-0.001
Si	15.476	1.941	6.115	0.002	-0.002	-0.001
Si	15.476	5.787	6.113	0.001	-0.004	0.003
Si	15.478	9.638	6.108	0.001	-0.002	0.004
Si	3.904	13.484	6.106	0	0.002	-0.002
Si	3.902	1.941	6.113	-0.004	0	0.002
Si	3.903	5.788	6.111	-0.001	-0.001	0.001
Si	3.904	9.638	6.105	0.001	0.004	-0.001
Si	7.783	13.484	6.109	-0.002	-0.002	0
Si	7.781	1.941	6.116	-0.003	-0.001	0.002
Si	7.783	5.79	6.115	0.003	0	0.002
Si	7.781	9.636	6.106	0.001	0.001	-0.002
Si	11.597	13.483	6.108	0.002	-0.001	-0.003
Si	11.597	1.941	6.117	0	-0.004	0.002
Si	11.598	5.788	6.113	0	0.002	0
Si	11.6	9.638	6.109	-0.002	-0.001	0.001
Si	1.996	13.486	7.496	-0.004	-0.004	0.003
Si	1.996	1.938	7.504	-0.003	-0.001	-0.004
Si	1.996	5.788	7.502	-0.007	0.001	0.004
Si	1.999	9.639	7.495	0.001	0	0.002
Si	5.844	13.485	7.444	0.005	-0.003	-0.006
Si	5.841	1.938	7.451	0.003	0.001	-0.005
Si	5.843	5.788	7.447	0.002	0.005	-0.004
Si	5.843	9.641	7.442	0.01	-0.004	-0.013
Si	9.689	13.485	7.497	-0.001	-0.005	0.004
Si	9.689	1.94	7.505	0.009	0.004	0.01
Si	9.69	5.789	7.502	0	0.008	0.003
Si	9.687	9.64	7.49	-0.014	0	-0.002
Si	13.537	13.487	7.443	-0.001	-0.005	-0.007
Si	13.537	1.938	7.453	0.006	0.004	-0.006
Si	13.537	5.788	7.449	-0.002	0	-0.005
Si	13.54	9.641	7.444	-0.006	0.002	-0.004
Si	1.994	0.016	8.877	0.002	0.005	0.011
Si	1.994	3.863	8.87	0	-0.009	0.014
Si	1.999	7.718	8.864	0.005	0.004	0.019
Si	1.998	11.563	8.864	0.003	0.002	0.017
Si	5.844	0.015	8.808	-0.008	-0.004	-0.007
Si	5.846	3.863	8.802	0	-0.001	-0.004
Si	5.845	7.718	8.793	-0.005	0.01	-0.006
Si	5.847	11.564	8.8	-0.002	-0.003	-0.011
Si	9.686	0.016	8.875	-0.003	-0.009	0.016
Si	9.688	3.866	8.871	-0.003	0.005	0.018
Si	9.688	7.721	8.859	0.004	0.005	0.008
Si	9.686	11.559	8.862	0.002	-0.006	0.006
Si	13.531	0.014	8.811	0.005	0.004	-0.009
Si	13.532	3.863	8.802	0.003	-0.006	-0.003
Si	13.54	7.717	8.796	0.001	-0.007	-0.004
Si	13.545	11.566	8.798	-0.003	0.009	-0.01
Si	15.421	0.006	10.208	0.026	0.006	-0.004
Si	15.42	3.867	10.196	0.014	0.003	-0.007
Si	15.43	7.727	10.193	0.016	-0.009	-0.006
Si	15.433	11.561	10.201	0.019	0.002	-0.001
Si	3.955	0.009	10.205	-0.027	0.005	0
Si	3.955	3.863	10.192	-0.026	0	-0.001
Si	3.959	7.719	10.189	-0.022	-0.004	-0.01
Si	3.956	11.566	10.189	-0.015	-0.003	-0.006
Si	7.732	0.018	10.211	0.032	-0.006	-0.011
Si	7.733	3.86	10.204	0.03	0.006	-0.011
Si	7.733	7.722	10.188	0.015	-0.002	-0.01
Si	7.734	11.567	10.201	0.027	-0.003	-0.007
Si	11.64	0.016	10.209	-0.015	-0.006	-0.009
Si	11.644	3.862	10.199	-0.009	0.011	-0.011
Si	11.645	7.726	10.18	-0.031	-0.005	-0.012
Si	11.648	11.565	10.179	-0.03	-0.004	-0.012
O	15.936	11.98	31.806	0.053	-0.459	0.145
O	15.969	0.737	31.097	0.059	0.369	-0.271
O	14.391	4.572	32.03	-0.113	-0.251	-0.163
O	16.51	5.888	31.094	-0.041	0.475	0.01
O	3.47	6.992	30.998	0.382	-0.161	-0.184
O	14.129	8.31	32.12	0.192	0.266	-0.201
O	4.943	12.359	33.029	-0.03	0.062	-0.673
O	2.867	0.97	32.343	-0.102	0.329	-0.283
O	3.084	4.635	32.248	0.003	-0.285	-0.408
O	2.706	8.992	32.391	-0.625	0.264	-0.128
O	10.329	12.359	32.388	0.244	-0.271	-0.4
O	7.648	12.503	32.58	-0.058	-0.352	-0.378
O	8.349	1.37	30.763	0.212	0.376	0.033
O	6.201	0.625	32.072	-0.003	-0.323	-0.35
O	6.266	5.283	32.229	-0.28	0.431	-0.352
O	8.622	4.389	31.549	0.055	-0.468	0.191
O	9.821	9.345	30.763	0.214	0.309	-0.019
O	10.595	0.796	32.047	0.144	0.389	-0.436
O	14.444	1.979	17.709	-0.376	0.164	0.015
O	12.837	1.71	19.757	-0.207	-0.237	0.56
O	13.112	6.554	19.285	0.015	0.569	0.029
O	15.463	5.711	18.311	-0.054	-0.42	0.163
O	13.904	9.96	18.667	0.029	0.067	-0.434
O	15.513	13.465	18.383	0.187	-0.152	0.112
O	1.773	1.964	17.373	0.073	-0.097	0.501
O	4.148	2.18	18.327	0.322	0.553	0.336
O	3.507	0.759	20.561	-0.604	0.235	0.256
O	8.198	1.882	18.546	-0.208	-0.263	0.186
O	5.712	5.207	19.133	-0.163	-0.393	0.129
O	7.885	6.357	18.271	-0.091	0.556	0.123
O	5.958	9.525	18.717	-0.001	0.006	-0.39
O	5.729	12.681	18.634	-0.098	-0.306	-0.494
O	11.331	9.501	18.454	-0.142	-0.226	0.287
O	11.581	9.576	26.266	0.005	-0.245	0.177
O	10.706	13.743	20.298	-0.082	0.415	-0.066
O	15.163	-0.96	23.23	-0.015	-0.105	-0.044
O	4.494	11.978	26.105	-0.03	0.151	0.183
O	13.485	6.421	24.848	-0.159	0.165	0.245
O	14.612	2.261	27.949	-0.049	-0.39	-0.325
O	14.126	6.418	30.198	0.045	-0.031	-0.718
O	2.599	11.684	30.217	0.52	0.092	-0.334
O	1.929	-0.177	27.522	-0.434	-0.305	0.326
O	2.913	0.569	29.819	0.67	-0.269	0.066
O	2.349	9.123	29.742	-0.431	-0.518	-0.321
O	4.766	9.253	30.758	0.002	0.562	-0.279
O	6.809	13.189	25.79	0.598	-0.117	-0.105
O	8.25	9.889	28.723	-0.281	-0.562	-0.115
O	6.4	3.031	31.065	-0.186	-0.047	0.003
O	6.734	7.635	30.217	0.198	-0.186	-0.191
O	10.178	8.078	24.437	0.134	-0.042	-0.19
O	8.947	9.234	26.336	-0.371	-0.261	-0.28
O	10.088	11.845	24.541	-0.07	-0.273	0.032
O	10.316	0.307	29.451	0.405	-0.307	-0.026
O	9.633	1.041	26.977	-0.212	0.13	0.138
O	12.732	3.272	29.476	0.238	0.319	0.383
O	10.253	2.86	28.752	-0.456	0.099	0.185
O	9.665	6.811	31.559	-0.55	0.18	0.079
O	14.831	1.514	24.284	0.633	0.086	-0.009
O	12.597	9.58	20.824	0.373	0.004	0.142
O	13.026	-1.188	18.996	-0.011	0.404	-0.607
O	15.289	7.908	19.766	0.492	-0.197	0.411
O	3.821	1.546	23.559	-0.327	0.04	-0.081
O	5.208	-0.149	18.829	0.653	0.133	-0.447
O	4.343	7.488	19.226	-0.25	0.132	0.347
O	3.358	5.21	20.217	-0.142	-0.097	-0.096
O	2.66	8.002	24.444	0.065	-0.18	0.463
O	3.947	9.784	20.395	-0.377	0.401	0.138
O	7.974	0.091	25.134	-0.021	0.206	-0.22
O	3.754	13.554	20.229	-0.102	-0.511	0.237
O	8.195	2.13	21.223	0.495	0.009	0.518
O	8.146	4.226	19.695	-0.05	0.124	-0.142
O	7.33	6.427	20.85	0.174	-0.125	0.253
O	5.921	10.975	21.685	0.183	0.393	-0.244
O	8.015	8.893	20.232	0.322	-0.055	0.055
O	6.563	0.214	21.894	-0.47	-0.103	0.055
O	7.523	13.79	20.203	0.267	0.141	0.04
O	14.497	3.303	22.35	-0.133	0.088	-0.077
O	11.575	-0.795	22.617	0.315	0.087	-0.349
O	12.36	4.068	18.985	0.268	-0.094	-0.206
O	2.203	5.484	25.111	0.28	-0.475	-0.044
O	15.833	6.743	23.683	-0.283	-0.045	-0.78
O	5.361	-0.235	24.74	0.176	-0.078	-0.276
O	14.948	5.449	20.829	-0.048	-0.034	0.437
O	3.197	4.81	29.672	-0.105	-0.468	-0.118
O	14.068	8.972	29.597	0.213	-0.259	-0.498
O	10.541	0.666	24.546	-0.223	0.542	-0.173
O	13.448	10.991	25.153	0.351	0.593	-0.164
O	13.46	10.731	27.809	0.119	-0.161	-0.223
O	8.965	-1.106	31.211	-0.232	0.104	0.088
O	7.87	11.339	19.328	0.165	0.154	0.317
O	4.298	4.293	27.366	-0.389	-0.25	-0.127
O	15.852	10.774	28.887	-0.01	0.378	-0.503
O	1.561	3.976	21.683	0.18	-0.279	0.448
O	17.164	2.376	28.359	0.363	0.21	-0.194
O	1.593	9.675	22.741	-0.133	-0.464	-0.055
O	15.447	4.101	29.595	0.123	-0.288	-0.115
O	1.589	-0.775	21.372	-0.351	0.475	-0.376
O	8.084	8.096	22.779	-0.211	0.449	0.03
O	8.363	11.249	22.644	-0.06	-0.282	-0.096
O	6.245	2.54	27.165	0.515	0.187	0.239
O	6.314	-0.09	27.178	0.408	-0.52	0.41
O	15.832	10.369	20.463	0.31	0.351	0.077
O	11.578	4.975	27.838	0.588	0.189	-0.156
O	5.785	8.372	21.622	-0.454	-0.667	0.085
O	4.864	3.417	25.002	-0.1	-0.009	-0.084
O	2.708	-0.344	24.995	-0.127	-0.019	-0.239
O	2.76	6.175	22.559	0.235	0.292	-0.055
O	13.066	-0.335	24.714	0.04	-0.457	0.366
O	5.743	2.098	20.325	0.133	0.605	-0.3
O	4.936	6.547	28.578	-0.141	0.416	0.04
O	16.1	4.308	27.028	-0.229	-0.211	-0.421
O	12.672	9.038	23.437	-0.178	-0.346	0.395
O	2.538	10.557	25.086	-0.435	0.126	-0.097
O	9.94	-1.368	26.057	-0.054	-0.114	-0.009
O	14.758	8.786	24.909	0.249	0.222	0.197
O	7.379	6.895	27.686	0.277	0.308	0.107
O	7.292	9.955	31.179	-0.068	0.235	0.069
O	10.727	10.405	22.387	-0.187	0.067	0.045
O	14.349	-1.373	31.077	0.022	0.06	-0.411
O	6.928	5.147	29.624	0.125	-0.262	-0.226
O	13.793	11.523	30.339	-0.278	0.119	0.018
O	6.738	13.248	22.707	-0.476	0.204	0.212
O	6.196	2.591	22.913	0.492	0.383	0.483
O	11.956	7.823	30.699	-0.002	0.023	-0.23
O	11.067	7.791	21.817	-0.055	0.145	-0.394
O	15.656	6.786	26.309	0.027	0.516	0.385
O	16.495	12.23	22.293	0.572	0.076	0.448
O	4.112	9.746	23.104	0.151	0.206	0.34
O	6.735	10.712	26.763	-0.457	-0.436	-0.005
O	3.837	-0.9	22.688	0.238	-0.336	0.079
O	2.788	10.804	27.717	0.064	-0.307	-0.166
O	10.874	5.653	20.442	-0.366	-0.255	0.11
O	8.891	11.808	30.349	-0.08	0.127	-0.482
O	12.141	5.475	22.783	0.442	-0.354	-0.316
O	10.674	7.25	26.877	0.118	0.244	0.607
O	6.247	11.177	24.262	-0.283	-0.577	0.042
O	10.905	4.884	30.355	0.365	-0.048	-0.118
O	13.607	0.898	30.061	-0.156	-0.217	-0.035
O	9.139	5.131	26.829	-0.242	-0.4	0.166
O	15.266	2.953	19.944	0.227	-0.029	-0.219
O	10.33	2.679	19.922	0.168	-0.065	0.718
O	2.494	6.211	27.615	0.116	0.316	0.223
O	12.157	1.274	27.875	0.281	-0.121	-0.419
O	1.998	12.864	26.271	-0.365	0.004	0.331
O	14.685	13.429	20.869	-0.315	-0.251	0.188
O	9.123	11.742	27.02	0.031	0.224	0.224
O	15.053	0.339	19.66	0.364	0.019	0.436
O	12.158	11.778	19.45	0.038	-0.068	0.078
O	4.087	1.271	27.636	-0.134	0.068	-0.505
O	13.286	3.776	24.529	0.145	-0.057	0.521
O	11.223	5.219	25.248	-0.202	-0.186	-0.238
O	15.554	-0.64	25.734	-0.282	-0.209	0.532
O	9.586	5.993	22.874	-0.195	-0.599	-0.073
O	17.504	-1.367	31.328	-0.162	0.216	-0.1
O	8.051	6.693	25.026	-0.285	0.184	0.021
O	12.517	1.664	23.118	-0.077	0.14	-0.409
O	6.581	4.923	26.187	0.089	0.102	-0.05
O	9.001	-0.822	22.168	-0.118	0.348	0.067
O	14.591	10.601	22.847	-0.491	0.063	-0.012
O	4.04	3.932	22.488	0.201	0.003	0.191
O	11.664	12.185	26.632	0.385	0.305	0.554
O	6.053	1.049	29.441	-0.141	-0.335	0.051

Results
total energy: -110400.515 eV
total energy less fixed offsets of O -438.35, Si -107.03 eV per atom: -0.775 eV
